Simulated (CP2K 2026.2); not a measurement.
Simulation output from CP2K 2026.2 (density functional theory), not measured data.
Periodic cell of 534 atoms, Si358O176, from a study of silicon, its oxide and their interface. The atomic structure is a simulated model.
Doubt: the forces sum to 1.18 eV/angstrom along one axis rather than to zero, so they err by at least 0.0022 eV/angstrom per atom on average; the grid cutoff is modest.

Settings: functional PBE; method Gaussian and plane waves; basis set DZVP-MOLOPT-SR-GTH; pseudopotentials GTH-PBE; grid cutoff 350 Ry, relative cutoff 50 Ry; k points Gamma only; occupations fixed; spin none; net charge 0.

Cell vectors (angstrom)
a 16.4025 0 0
b 0 16.4025 0
c 0 0 35.6934

Atoms and the computed forces on them: element, x, y, z (angstrom), force x, y, z (eV/angstrom)
Si 0.05 15.994 0.043 -0.017 0.101 0.057
Si 3.212 2.052 35.543 0.31 -0.387 0.12
Si 0.069 5.384 35.684 -0.164 -0.038 0.045
Si 2.343 8.996 35.641 -0.109 -0.038 0.312
Si 16.334 10.897 0.519 0.021 -0.002 -0.445
Si 3.205 13.135 35.618 -0.126 -0.001 0.136
Si 5.476 16.349 0.304 -0.022 -0.133 -0.078
Si 8.077 2.617 0.048 -0.034 -0.013 0.079
Si 4.721 5.798 34.881 0.333 -0.365 0.619
Si 7.604 8.704 0.012 -0.11 0.207 -0.012
Si 5.491 11.018 0.296 0.009 -0.031 -0.093
Si 7.85 14.396 35.624 -0.044 -0.047 0.129
Si 11.025 0.016 0.119 0.209 -0.093 -0.127
Si 13.31 3.133 0.049 -0.089 0.134 0.099
Si 11.019 5.228 0.268 0.095 -0.019 -0.063
Si 13.34 8.355 0.031 -0.024 0.037 -0.105
Si 11.155 10.615 0.373 -0.195 -0.107 -0.066
Si 13.889 12.775 35.634 -0.089 -0.03 0.208
Si 1.524 1.055 1.281 -0.074 0.078 -0.081
Si 4.006 4.078 0.978 -0.202 -0.035 -0.229
Si 1.384 6.985 1.177 -0.032 0.125 -0.323
Si 4.006 9.673 1.53 -0.052 0.146 -0.261
Si 1.452 12.336 1.502 0.241 0.022 -0.199
Si 4.099 14.846 1.437 0.041 -0.084 -0.338
Si 6.757 1.421 1.572 0.183 -0.242 -0.161
Si 9.556 3.887 1.478 -0.026 -0.085 -0.313
Si 6.464 6.858 1.048 0.04 0.279 -0.332
Si 9.377 9.544 1.445 0.048 -0.062 -0.178
Si 6.955 12.513 1.346 -0.038 0.067 -0.301
Si 9.411 15.32 1.461 0.073 -0.149 -0.072
Si 12.44 1.334 1.447 -0.084 0.225 -0.248
Si 15.012 4.14 1.394 0.044 -0.107 -0.147
Si 12.251 6.809 1.481 -0.042 0.043 -0.214
Si 14.925 9.415 1.568 -0.208 -0.106 -0.24
Si 12.33 12.174 1.632 -0.036 -0.058 -0.181
Si 14.957 14.693 1.291 -0.017 -0.103 -0.383
Si 0.061 2.611 2.601 -0.016 -0.069 -0.218
Si 2.765 16.237 2.814 -0.066 0.047 0.027
Si 0.006 8.102 2.786 -0.021 -0.03 0.066
Si 2.705 5.453 2.515 -0.023 -0.004 -0.061
Si 16.4 13.627 2.821 0.061 0.036 0.042
Si 2.714 10.986 2.933 -0.013 0.003 0.17
Si 5.353 2.873 2.687 -0.012 0.282 -0.043
Si 8.141 0.129 2.957 0.033 0.037 0.151
Si 5.352 8.156 2.705 -0.025 -0.11 0.102
Si 8.061 5.461 2.57 -0.229 -0.074 -0.247
Si 5.526 13.655 2.838 0.054 -0.019 0.096
Si 8.2 11.059 2.775 0.045 0.041 0.033
Si 10.971 2.629 2.844 0.018 -0.157 0.149
Si 13.761 16.266 2.708 0.082 0.033 0.007
Si 10.798 8.148 2.789 -0.027 0.069 0.037
Si 13.679 5.482 2.814 0.102 0.019 0.146
Si 10.862 13.75 2.728 0.081 0.026 -0.207
Si 13.657 10.833 2.974 0.015 -0.055 0.185
Si 1.37 4.066 3.977 -0.046 0.041 -0.063
Si 4.085 1.371 4.077 -0.089 -0.003 -0.056
Si 1.318 9.539 4.171 0.088 0.003 -0.048
Si 4.018 6.761 4.064 0.114 0.088 -0.091
Si 1.337 14.999 4.207 -0.036 0.066 -0.02
Si 4.149 12.31 4.233 -0.071 0.047 -0.035
Si 6.762 4.164 4.081 -0.006 -0.056 -0.077
Si 9.582 1.395 4.284 0.028 0.022 -0.071
Si 6.781 9.587 4.055 0.004 -0.011 -0.122
Si 9.428 6.751 4.078 0.139 0.12 0.001
Si 6.811 15.072 4.228 -0.036 -0.057 -0.023
Si 9.58 12.358 4.163 -0.114 -0.024 0.028
Si 12.297 4.087 4.146 0.059 -0.036 -0.02
Si 15.095 1.303 4.06 0.063 -0.08 -0.018
Si 12.193 9.486 4.213 0.03 0.082 -0.075
Si 15.052 6.794 4.199 0.002 -0.075 -0.052
Si 12.294 15.038 4.113 -0.054 0.042 -0.005
Si 15.07 12.247 4.226 0.021 -0.104 -0.069
Si 16.396 16.397 10.983 0.002 0 -0.002
Si 2.723 2.769 10.989 -0.003 -0.006 -0.003
Si 16.398 5.487 10.976 -0.002 -0.043 0.003
Si 2.718 8.212 10.978 -0.013 -0.003 0.004
Si 16.388 10.914 10.977 0.003 0.021 0.006
Si 2.715 13.662 10.976 0.015 -0.003 -0.001
Si 5.461 0.024 10.975 -0.016 -0.013 -0.008
Si 8.207 2.775 10.959 -0.004 -0.016 -0.01
Si 5.458 5.509 10.984 -0.002 -0.003 0.001
Si 8.199 8.229 10.99 -0.001 0.006 0.006
Si 5.461 10.946 10.989 -0.008 0.009 -0.008
Si 8.2 13.669 10.965 -0.013 0.022 -0.007
Si 10.946 0.002 10.962 0.01 -0.013 0.003
Si 13.673 2.746 10.967 -0.025 -0.014 -0.008
Si 10.946 5.494 10.966 -0.018 -0.005 -0.001
Si 13.672 8.2 10.969 -0.012 -0.031 0.01
Si 10.938 10.926 10.983 -0.016 0.009 0.009
Si 13.669 13.654 10.986 0.004 0.02 0.016
Si 1.353 1.382 12.329 0 -0.023 -0.011
Si 4.072 4.171 12.347 0.04 -0.046 -0.003
Si 1.342 6.871 12.354 0.033 0.026 0.014
Si 4.074 9.592 12.346 0.048 0.01 -0.017
Si 1.342 12.285 12.345 -0.001 0.001 0.012
Si 4.088 15.044 12.326 0.021 0.03 -0.011
Si 6.831 1.416 12.32 0.045 0.012 -0.017
Si 9.583 4.134 12.333 0 0.017 -0.011
Si 6.819 6.884 12.354 -0.001 -0.025 0.002
Si 9.575 9.584 12.367 -0.012 0.002 -0.001
Si 6.844 12.306 12.348 0.002 0.021 -0.007
Si 9.592 15.019 12.317 -0.031 0.016 -0.005
Si 12.323 1.36 12.324 -0.034 -0.001 -0.008
Si 15.024 4.132 12.334 0.019 -0.026 -0.006
Si 12.31 6.857 12.353 0.025 0.008 0
Si 15.041 9.546 12.367 -0.022 0.04 0.014
Si 12.316 12.273 12.356 -0.039 -0.01 -0.001
Si 15.037 15.02 12.351 0.013 0.026 0.01
Si 16.383 2.754 13.678 0.046 -0.014 -0.03
Si 2.72 0.016 13.687 -0.019 0.017 -0.005
Si 16.402 8.205 13.781 0.042 -0.052 0.005
Si 2.723 5.555 13.731 0.001 -0.031 0.015
Si 16.387 13.643 13.728 0.008 0.02 0
Si 2.681 10.913 13.732 0.03 0.044 -0.006
Si 5.46 2.81 13.678 -0.06 0.01 -0.002
Si 8.23 0.026 13.626 -0.018 -0.028 -0.002
Si 5.459 8.269 13.724 -0.08 0.019 -0.04
Si 8.22 5.527 13.688 -0.004 -0.016 0.018
Si 5.444 13.662 13.685 0.008 0.036 0.012
Si 8.228 10.968 13.737 0.03 -0.033 0.047
Si 10.986 2.763 13.666 -0.008 -0.089 0.016
Si 13.674 16.391 13.708 0.005 -0.001 0.013
Si 10.962 8.234 13.733 -0.054 0.02 0.002
Si 13.699 5.517 13.727 -0.106 -0.008 -0.001
Si 10.944 13.641 13.709 0.043 0.027 0.022
Si 13.679 10.906 13.741 0.027 -0.004 -0.004
Si 1.316 4.162 15.018 -0.032 -0.033 0.018
Si 4.073 1.438 15.009 0.052 -0.042 -0.06
Si 1.356 9.56 15.186 0 0.038 0.061
Si 4.068 6.966 15.118 0.133 0.081 -0.002
Si 1.364 15.033 15.057 0.043 0.052 -0.018
Si 4.042 12.307 15.051 -0.027 -0.071 -0.005
Si 6.822 4.198 15.039 -0.006 -0.012 0.041
Si 9.615 1.375 14.985 0.071 0.06 -0.04
Si 6.835 9.628 15.094 -0.013 0.027 -0.001
Si 9.591 6.873 15.08 0.016 -0.029 -0.001
Si 6.859 15.059 14.961 0.083 0.026 -0.039
Si 9.63 12.285 15.145 -0.11 0.011 0.022
Si 12.361 4.11 15.056 0.045 0.042 -0.013
Si 15.042 1.38 15.053 -0.018 -0.056 0.041
Si 12.331 9.56 15.153 -0.016 -0.011 0.076
Si 15.032 6.859 15.174 0.023 0.028 0.077
Si 12.329 14.983 15.067 -0.091 0.042 -0.006
Si 15.043 12.255 15.119 -0.015 -0.012 0.062
Si 16.398 16.4 16.404 0.011 0.051 0.035
Si 2.699 2.841 16.345 -0.074 -0.024 0.014
Si 16.395 5.441 16.51 0.126 0.012 0.026
Si 2.731 8.259 16.642 0.048 -0.072 0.187
Si 16.357 10.889 16.564 -0.024 0.08 0.026
Si 2.681 13.645 16.442 0.015 -0.02 0.072
Si 5.484 0.037 16.258 -0.125 0.09 0.019
Si 8.224 2.76 16.273 0.029 -0.007 0.062
Si 5.514 5.663 16.423 -0.102 0.063 -0.126
Si 8.249 8.286 16.437 -0.046 0.027 -0.023
Si 5.402 10.975 16.431 0.032 0.018 0.062
Si 8.207 13.731 16.371 -0.01 0.071 0.205
Si 10.985 0.013 16.357 -0.039 -0.184 0.246
Si 13.758 2.788 16.452 -0.155 -0.011 0.068
Si 10.981 5.467 16.39 0.004 0.1 0.092
Si 13.673 8.216 16.598 -0.045 -0.061 0.052
Si 11.032 10.936 16.584 0.037 -0.103 -0.084
Si 13.651 13.591 16.479 0.146 -0.001 -0.047
Si 1.342 1.457 17.706 -0.003 0.015 -0.031
Si 4.008 4.346 17.617 0.008 0.14 -0.152
Si 1.307 6.772 17.95 0.031 0.011 -0.133
Si 4.15 9.717 18.019 -0.098 0.051 0.098
Si 1.297 12.306 17.9 0.167 -0.043 -0.112
Si 4.142 15.082 17.614 0.136 -0.009 -0.08
Si 6.817 1.431 17.583 0.22 -0.219 -0.025
Si 9.544 4.122 17.657 -0.087 -0.186 -0.153
Si 6.885 7.028 17.863 0.006 0.02 0.053
Si 9.609 9.565 17.876 0.117 -0.202 0.149
Si 6.721 12.441 17.698 -0.12 0.119 -0.126
Si 9.603 15.077 17.758 0.121 0.139 -0.057
Si 12.379 1.378 17.715 0.096 0.047 -0.139
Si 15.123 4.059 17.975 0.029 -0.105 0.043
Si 12.346 6.701 17.892 -0.077 -0.066 0.043
Si 14.99 9.599 18.069 0.06 0.026 0.01
Si 12.438 12.244 18.028 -0.036 0.068 0.227
Si 15.045 14.976 17.754 -0.095 0.115 -0.042
Si 0.13 2.67 19.369 0.045 -0.149 0.18
Si 2.792 0.068 18.86 -0.008 0.086 0.199
Si 16.265 8.047 19.331 0.006 -0.058 0.234
Si 2.788 5.487 19.311 0.095 0.021 0.225
Si 16.353 13.708 19.243 -0.06 -0.065 0.092
Si 2.663 11.104 19.407 -0.035 -0.07 0.33
Si 5.477 2.982 18.669 -0.22 -0.05 0.101
Si 8.13 0.085 19.015 -0.065 0.232 0.493
Si 5.653 8.408 19.423 -0.026 0.005 0.284
Si 8.269 5.53 19.042 0.07 -0.067 0.149
Si 5.406 13.843 19.149 0.109 0.087 0.326
Si 8.182 11.154 18.924 0.045 -0.026 0.155
Si 10.879 2.696 18.946 -0.083 -0.147 0.403
Si 13.841 0.057 19.072 -0.154 0.031 0.254
Si 10.952 8.014 19.288 0.071 -0.139 0.032
Si 13.678 5.275 19.391 -0.055 0.207 0.277
Si 11.05 13.749 19.202 -0.296 0.145 0.359
Si 13.785 10.986 19.707 -0.005 -0.129 0.11
Si 1.891 3.667 20.66 0.027 0.015 0.326
Si 4.122 1.648 19.921 0.156 -0.032 0.197
Si 1.49 9.251 20.509 0.056 0.073 -0.397
Si 3.942 7.193 20.592 -0.152 0.135 -0.118
Si 1.426 15.189 20.235 0.186 0.181 0.251
Si 3.684 13.048 20.607 -0.16 0.004 -0.134
Si 6.74 4.208 20.182 -0.054 0.061 0.053
Si 9.637 1.288 20.406 -0.151 -0.144 -0.539
Si 7.19 9.981 20.649 -0.014 0.003 -0.448
Si 9.981 6.131 20.585 -0.168 0.116 0.056
Si 7.107 14.954 20.493 0.047 -0.139 -0.387
Si 9.297 12.657 20.334 0.202 0.219 -0.216
Si 12.156 3.776 20.527 -0.121 -0.228 -0.233
Si 15.53 0.891 20.659 0.018 0.103 -0.167
Si 12.435 9.18 20.708 0.034 -0.118 -0.127
Si 14.65 6.914 20.874 0.116 -0.074 -0.243
Si 12.065 15.609 20.357 0.178 -0.139 -0.266
Si 15.392 12.575 21.174 -0.212 0.228 -0.495
Si 14.65 14.126 23.842 0.077 -0.013 0.391
Si 2.55 3.685 23.563 -0.031 -0.108 0.251
Si 0.564 4.361 25.71 0.076 -0.074 0.136
Si 0.92 5.747 28.581 0.065 -0.125 0.014
Si 14.028 9.914 27.503 -0.002 0.085 0.267
Si 3.637 10.633 24.541 -0.086 -0.038 0.324
Si 0.976 15.045 24.851 0.053 -0.019 0.151
Si 3.362 0.632 24.089 -0.019 0.083 0.275
Si 8.142 2.646 22.437 0.112 0.146 0.237
Si 10.627 7.34 31.107 0.048 -0.04 -0.219
Si 7.667 13.408 24.828 0.188 0.126 0.242
Si 5.884 0.626 22.248 -0.195 0.011 -0.065
Si 1.955 12.573 26.064 -0.004 0.04 0.057
Si 13.098 1.186 22.382 -0.07 -0.034 -0.007
Si 6.883 6.436 25.067 0.065 0.132 0.168
Si 9.819 10.164 22.063 -0.154 0.161 -0.019
Si 13.616 7.731 25.716 0.018 -0.07 0.097
Si 11.617 9.637 26.139 -0.179 0.12 -0.004
Si 16.226 2.047 27.551 0.02 0.036 0.047
Si 14.815 5.819 23.826 -0.097 0.014 0.333
Si 5.013 5.422 22.684 0.017 0.077 0.132
Si 0.841 10.712 22.905 0.031 -0.141 0.416
Si 15.672 11.52 25.362 0.14 0.21 0.28
Si 1.821 14.929 27.638 -0.055 -0.044 0.078
Si 14.154 14.746 29.906 -0.053 -0.061 -0.033
Si 9.368 15.733 26.04 0.04 -0.044 0.075
Si 9.247 5.484 23.456 0.039 -0.088 0.182
Si 9.374 10.919 24.953 0.05 0.153 0.297
Si 5.752 12.052 22.785 0.068 -0.003 -0.089
Si 6.032 13.415 27.367 -0.057 0.065 -0.053
Si 10.87 4.246 27.325 0.027 -0.047 0.012
Si 12.341 16.112 24.898 -0.187 -0.042 0.194
Si 9.005 11.287 29.407 0.099 0.026 -0.086
Si 9.119 9.245 27.242 -0.137 -0.215 0.051
Si 10.255 14.604 33.669 -0.072 0.304 0.058
Si 13.585 0.598 31.664 -0.161 -0.086 -0.169
Si 0.089 11.838 31.706 -0.057 -0.006 -0.222
Si 12.099 5.262 24.925 -0.025 0.046 0.116
Si 5.164 1.147 29.206 0.016 -0.06 -0.07
Si 1.237 14.119 33.371 -0.028 -0.135 -0.12
Si 4.253 3.849 29.232 0 0.069 -0.062
Si 2.339 1.794 29.248 -0.12 -0.097 -0.147
Si 13.739 0.487 27.611 -0.008 -0.042 0.097
Si 7.961 4.864 27.44 0.055 0.099 0.007
Si 2.048 3.926 30.949 0.04 -0.041 -0.142
Si 3.845 6.688 28.381 0.033 -0.047 -0.087
Si 7.946 7.237 29.311 0.093 -0.014 -0.142
Si 7.822 0.336 30.236 0.049 -0.007 -0.109
Si 11.296 10.364 31.137 -0.106 -0.079 -0.193
Si 8.894 2.021 27.721 0.024 -0.107 -0.107
Si 0.779 14.336 30.519 -0.086 -0.162 -0.181
Si 4.492 16.086 26.781 -0.001 -0.002 0.008
Si 15.117 1.619 33.927 -0.267 -0.151 -0.06
Si 8.262 2.033 32.775 0.213 0.057 -0.256
Si 15.073 7.102 33.429 -0.129 0.054 0.002
Si 3.388 7.994 32.985 -0.096 0.355 -0.336
Si 1.293 3.323 33.718 -0.077 0.211 -0.051
Si 15.102 7.048 30.373 -0.004 -0.01 0.06
Si 7.106 4.569 33.621 0.11 -0.341 -0.172
Si 10.816 1.03 32.979 0.133 0.121 -0.276
Si 9.166 6.841 33.799 0.321 0.01 0.168
Si 5.226 8.446 30.519 0.108 -0.057 -0.2
Si 5.154 8.638 26.276 0.061 0.02 0.008
Si 8.664 14.316 28.723 0.043 0.004 -0.107
Si 5.891 10.72 28.662 0.041 -0.041 -0.128
Si 14.041 2.697 29.449 -0.105 0.018 0.015
Si 12.604 5.491 29.722 -0.049 -0.029 -0.057
Si 0.573 8.796 31.966 -0.14 0.172 -0.241
Si 11.593 12.089 33.627 0.151 -0.067 -0.03
Si 13.941 11.606 30.014 0.141 0.115 0.013
O 15.483 0.872 35.314 -0.236 -0.088 0.273
O 2.582 2.376 34.041 -0.187 0.198 -0.281
O 16.389 2.433 33.34 0.153 0.023 -0.378
O 15.654 5.896 34.34 -0.122 -0.116 0.385
O 13.419 4.09 30.045 -0.064 0.081 0.187
O 1.098 4.218 35.071 0.204 -0.061 0.204
O 3.123 9.08 34.175 0.109 -0.129 0.139
O 1.057 10.018 35.321 -0.071 -0.409 0.383
O 14.589 10.591 28.881 0.293 -0.145 0.166
O 14.913 11.55 31.338 0.013 -0.128 0.268
O 2.594 13.661 34.162 -0.012 0.029 0.217
O 5.473 2.765 29.371 -0.013 -0.114 -0.213
O 6.556 15.372 35.127 0.335 -0.05 0.534
O 4.467 0.972 35.116 -0.381 0.254 0.356
O 5.554 5.02 33.671 -0.067 0.382 -0.16
O 7.425 4.025 35.134 -0.054 0.074 0.144
O 3.645 6.625 33.873 0.24 -0.442 0.425
O 8.163 1.634 34.369 0.063 -0.033 0.478
O 8.05 5.819 33.204 -0.339 -0.103 0.168
O 8.429 8.179 34.367 0.153 0.12 0.007
O 6.524 9.925 35.162 -0.057 -0.401 0.561
O 4.394 12.026 35.149 -0.245 0.223 0.495
O 7.096 14.176 28.32 -0.18 0.167 -0.13
O 8.77 14.177 34.252 0.12 0.029 0.03
O 10.924 1.175 34.607 0.106 0.265 0.404
O 11.302 15.003 34.907 -0.172 0.289 0.126
O 13.909 2.655 34.282 0.374 -0.224 -0.167
O 12.159 4.244 35.226 -0.119 -0.037 0.593
O 4.193 7.479 29.74 -0.139 0.052 0.118
O 10.076 6.065 34.902 0.013 0.116 -0.101
O 15.167 11.737 35.332 0.202 0.194 0.29
O 13.776 7.726 34.226 -0.059 -0.056 0.096
O 10.616 11.619 34.854 -0.224 -0.015 -0.036
O 12.228 9.537 35.342 -0.253 0.19 0.358
O 13.625 6.788 29.665 0.141 0.071 0.064
O 13.048 12.636 34.192 0.292 0.219 0.013
O 1.539 3.955 22.287 -0.153 -0.209 -0.278
O 15.201 6.148 22.268 0.109 0.098 -0.04
O 5.453 1.114 20.754 0.211 0.015 0.026
O 3.085 2.509 20.893 -0.241 0.026 -0.394
O 0.687 9.413 21.956 -0.116 -0.17 -0.288
O 14.591 13.582 22.275 0.249 -0.231 -0.101
O 4.238 6.75 22.163 0.119 -0.001 -0.123
O 2.805 8.35 20.893 0.234 0.094 -0.334
O 2.545 14.226 21.079 0.189 -0.277 -0.519
O 0.4 16.254 21.091 -0.014 -0.224 -0.538
O 4.018 9.201 25.232 -0.078 0.176 -0.317
O 4.548 12.808 21.995 -0.195 0.079 0.158
O 7.757 3.158 20.935 0.302 -0.055 0.046
O 9.387 1.649 22.039 0.184 -0.314 -0.292
O 4.409 0.33 22.882 0.196 -0.077 0.031
O 10.618 16.374 20.431 0.051 -0.035 0.181
O 6.553 11.035 21.771 0.304 -0.303 -0.067
O 8.652 9.349 21.215 -0.235 -0.323 0.278
O 9.165 6.274 22.025 -0.228 0.107 -0.103
O 8.136 8.15 27.943 -0.298 -0.037 -0.197
O 6.703 15.643 21.958 0.037 -0.135 -0.032
O 3.208 11.601 25.781 0.156 0.053 0.063
O 8.244 13.804 20.92 -0.137 -0.016 -0.245
O 9.835 11.739 21.599 0.036 -0.153 0.156
O 11.07 4.931 21.056 -0.051 0.532 0.008
O 12.46 2.554 21.68 0.291 0.417 -0.076
O 14.295 8.315 27.119 -0.098 -0.101 0.094
O 14.723 1.286 22.075 0.083 -0.026 -0.086
O 11.346 9.586 21.914 0.028 -0.107 0.242
O 9.312 10.045 23.596 -0.029 -0.044 -0.059
O 15.856 4.864 24.632 0.055 -0.007 -0.182
O 13.504 8.044 21.36 -0.039 0.009 -0.504
O 13.261 14.855 24.338 -0.11 -0.002 -0.439
O 2.337 13.4 27.406 -0.171 0.091 -0.023
O 0.352 11.986 21.965 -0.173 -0.033 -0.239
O 15.954 15.118 24.062 0.146 0.16 -0.264
O 14.92 12.854 24.827 0.038 -0.09 0.045
O 9.281 12.873 29.151 0.213 0.088 0.202
O 4.011 4.262 23.185 0.269 0.144 -0.207
O 15.201 0.906 27.032 0.048 0.087 0.124
O 0.537 5.207 27.095 -0.265 0.127 -0.145
O 0.294 2.823 26.203 -0.069 -0.04 -0.246
O 6.387 7.949 25.443 0.241 -0.011 0.228
O 16.02 6.477 29.165 -0.137 0.231 0.039
O 12.413 10.113 27.484 -0.175 -0.187 0.097
O 14.613 10.743 26.257 -0.074 0.315 -0.142
O 2.4 10.685 23.458 -0.255 0.04 -0.488
O 1.688 13.557 24.768 0.217 0.087 -0.205
O 0.706 15.274 26.473 -0.193 0.145 -0.117
O 15.642 14.861 30.549 0.034 0.142 0.414
O 6.822 12.8 26.09 0.183 0.048 -0.101
O 5.398 0.706 27.649 -0.094 -0.096 0.113
O 5.874 4.923 21.396 0.315 0.07 -0.11
O 5.915 5.796 23.956 -0.32 0.019 0.035
O 8.991 12.472 24.705 -0.091 -0.053 -0.362
O 8.391 6.434 24.468 0.008 -0.066 0.11
O 6.734 13.159 23.505 0.036 -0.102 -0.037
O 4.416 7.441 27.081 0.2 -0.175 -0.234
O 5.729 9.76 27.331 -0.024 -0.198 -0.16
O 5.037 11.125 23.904 0.188 -0.263 -0.241
O 8.924 0.864 26.525 -0.136 -0.015 -0.023
O 12.647 16.092 21.837 0.052 -0.208 0.292
O 10.726 15.754 25.095 0.072 -0.072 -0.031
O 12.647 1.037 23.962 0.044 0.085 -0.069
O 12.572 6.484 25.926 -0.195 0.088 -0.223
O 6.855 1.752 23.007 -0.221 -0.019 -0.102
O 9.762 10.882 30.804 -0.077 -0.108 0.203
O 11.773 5.105 28.374 0.22 0.274 -0.011
O 12.671 8.937 25.107 -0.099 0.108 0.041
O 16.185 10.59 24.13 -0.095 -0.119 0.041
O 10.93 10.948 25.465 0.068 -0.219 0.07
O 9.544 14.888 27.453 0.173 -0.174 0.069
O 0.489 15.215 34.323 0.161 0.025 0.282
O 8.622 15.325 30.015 0.056 -0.021 0.248
O 13.115 1.786 28.423 -0.057 0.079 -0.048
O 13.964 15.557 28.518 -0.034 -0.033 -0.038
O 2.746 2.121 23.969 -0.303 0.26 -0.037
O 1.985 4.43 24.911 -0.073 0.156 0.061
O 14.744 7.246 24.651 0.146 0.176 0.055
O 13.362 5.034 23.905 -0.033 0.013 -0.484
O 16.161 8.32 33.306 -0.016 -0.03 0.202
O 0.769 12.686 30.459 0.033 -0.015 0.125
O 1.419 15.011 29.199 0.159 0.29 -0.003
O 13.234 15.535 31.015 0.104 0.275 0.185
O 3.045 3.049 28.426 0.055 0.093 -0.085
O 3.655 4.222 30.725 0.082 -0.002 0.223
O 7.794 3.227 27.466 -0.219 0.116 0.163
O 8.51 1.373 29.168 0.14 -0.096 0.181
O 8.621 3.926 23.377 -0.032 -0.115 -0.439
O 6.896 5.468 26.375 0.108 -0.098 -0.156
O 5.324 12.202 28.218 -0.29 0.124 -0.148
O 5.12 9.974 29.909 -0.031 0.173 -0.08
O 1.593 4.316 32.449 0.162 0.052 0.124
O 5.041 14.555 26.753 -0.021 -0.2 0.065
O 4.364 0.405 25.35 0.006 0.187 0.069
O 2.051 16.069 24.19 -0.037 -0.061 -0.255
O 9.86 2.253 32.448 -0.135 -0.179 0.034
O 9.526 5.142 27.017 0.003 0.011 0.025
O 10.36 2.768 27.832 -0.033 -0.14 0.196
O 12.753 0.088 26.418 -0.29 -0.01 0.172
O 10.778 5.495 24.009 0.037 -0.138 -0.177
O 9.716 10.32 28.312 0.285 0.164 -0.145
O 10.445 8.556 26.566 -0.074 -0.058 -0.12
O 11.433 8.749 30.886 0.192 0.009 -0.092
O 10.203 15.93 32.698 -0.226 -0.259 -0.004
O 12.189 1.245 32.162 0.05 0.21 0.154
O 15.435 3.018 28.633 0.188 -0.113 0.097
O 14.611 0.445 32.913 0.116 -0.103 0.104
O 13.811 13.187 29.582 0.081 -0.068 0.03
O 1.555 14.792 31.894 -0.215 -0.152 0.258
O 2.038 8.019 32.004 0.381 -0.009 -0.124
O 12.42 11.108 30.227 -0.274 -0.01 0.01
O 1.084 1.322 28.319 0.141 -0.092 -0.146
O 3.002 15.995 27.392 -0.16 -0.075 0.321
O 0.84 10.407 31.913 0.324 0.007 -0.003
O 15.958 8.439 30.703 0.144 0.183 -0.178
O 4.568 5.21 28.417 0.015 -0.043 -0.12
O 7.367 3.373 32.525 -0.274 0.185 0.052
O 7.842 0.83 31.783 0.072 0.05 0.239
O 1.748 2.332 30.682 -0.071 -0.103 -0.02
O 4.718 8.388 32.082 -0.232 -0.224 0.111
O 14.841 6.469 31.915 0.162 0.203 0.141
O 6.745 7.849 30.249 -0.022 0.206 -0.164
O 7.675 5.683 28.85 -0.041 -0.07 0.002
O 3.607 0.825 29.651 -0.045 0.032 0.016
O 0.293 12.795 33.034 -0.152 0.158 0.33
O 2.228 6.667 28.318 -0.034 0.054 -0.324
O 7.409 10.955 29.259 0.111 -0.24 0.065
O 10.172 7.328 32.647 -0.079 0.258 0.092
O 6.204 0.219 30.02 -0.032 -0.008 0.153
O 14.328 1.672 30.682 0.344 0.059 0.048
O 10.872 13.34 32.855 -0.225 -0.11 0.162
O 8.417 10.15 26.056 -0.051 0.126 -0.022
O 11.509 5.984 30.836 0.206 0.018 0.263
O 9.333 7.318 30.13 -0.118 0.221 0.176
O 11.75 4.033 25.955 0.037 -0.074 -0.04
O 11.689 10.787 32.655 0.229 -0.037 0.238
O 1.232 4.717 29.797 -0.17 -0.238 0.013
O 8.193 14.951 25.143 -0.041 -0.012 -0.356
O 0.554 11.795 26.337 -0.119 -0.124 0.143
Si 16.399 16.4 5.535 0.049 0.035 -0.017
Si 2.71 2.736 5.439 0.004 -0.019 -0.037
Si 0.037 5.394 5.47 -0.071 -0.019 -0.028
Si 2.714 8.161 5.482 -0.066 -0.07 -0.025
Si 0.003 10.89 5.584 -0.032 0.026 0.016
Si 2.736 13.665 5.556 0.017 -0.034 0.012
Si 5.43 0.052 5.531 0.111 0.034 0.006
Si 8.142 2.802 5.501 0.093 0.025 0.026
Si 5.415 5.482 5.49 -0.022 0.015 -0.034
Si 8.137 8.202 5.448 0.016 0.001 -0.044
Si 5.481 10.898 5.539 -0.077 0 0.017
Si 8.196 13.685 5.552 0.025 0.038 -0.031
Si 10.963 16.386 5.558 -0.046 -0.027 -0.026
Si 13.704 2.693 5.453 -0.039 -0.002 -0.035
Si 10.875 5.449 5.475 -0.044 -0.088 -0.054
Si 13.64 8.161 5.527 -0.007 -0.015 0.035
Si 10.892 10.937 5.537 0.066 0.031 -0.004
Si 13.652 13.656 5.504 0.003 0.002 -0.018
Si 1.369 1.385 6.865 -0.052 0.004 0
Si 4.068 4.094 6.847 0.048 -0.029 -0.026
Si 1.358 6.796 6.853 0.035 0.022 0.011
Si 4.08 9.533 6.868 0.049 0.028 -0.014
Si 1.373 12.285 6.909 0.061 -0.062 0.034
Si 4.084 15.065 6.9 -0.086 0.062 0.018
Si 6.815 1.41 6.884 -0.037 -0.034 -0.011
Si 9.533 4.116 6.884 -0.033 0.028 0.005
Si 6.789 6.852 6.854 -0.032 0.03 -0.023
Si 9.515 9.548 6.859 -0.014 0.036 -0.026
Si 6.832 12.293 6.896 0.045 -0.018 0.001
Si 9.57 15.04 6.914 0.029 -0.028 0.004
Si 12.334 1.371 6.879 0.002 -0.011 -0.021
Si 15.047 4.064 6.846 0.053 -0.048 -0.007
Si 12.259 6.798 6.863 0.026 0.031 0.004
Si 15.002 9.532 6.899 -0.022 0.063 0.025
Si 12.288 12.294 6.886 0.01 -0.047 -0.036
Si 15.02 15.027 6.88 -0.019 0.026 -0.02
Si 0.003 2.733 8.246 -0.012 -0.007 0.002
Si 2.717 0.026 8.26 0.05 -0.009 -0.002
Si 16.395 8.169 8.23 -0.033 -0.026 0.002
Si 2.726 5.462 8.236 -0.02 0.007 0.009
Si 16.39 13.659 8.249 0 -0.008 -0.006
Si 2.74 10.914 8.253 -0.045 0.015 -0.001
Si 5.442 2.764 8.247 0.005 -0.026 0.005
Si 8.192 0.029 8.244 0.029 0.014 -0.003
Si 5.448 8.203 8.252 -0.001 -0.005 0.005
Si 8.174 5.503 8.234 0.041 -0.008 0.004
Si 5.461 13.681 8.248 -0.005 0.002 -0.025
Si 8.19 10.923 8.256 -0.032 -0.002 0.014
Si 10.933 2.743 8.224 -0.014 -0.011 0.004
Si 13.677 16.401 8.256 -0.006 -0.008 0.015
Si 10.909 8.194 8.225 0.033 0.014 -0.004
Si 13.665 5.443 8.209 -0.049 -0.046 -0.003
Si 10.935 13.66 8.261 -0.028 0.02 0.011
Si 13.652 10.923 8.249 0.006 0.018 0.017
Si 1.356 4.114 9.611 0.005 -0.008 -0.01
Si 4.086 1.396 9.623 0.015 -0.001 -0.006
Si 1.35 9.553 9.599 0.038 0.016 0.008
Si 4.08 6.841 9.609 0.025 -0.017 -0.008
Si 1.353 15.036 9.609 -0.024 0.025 -0.001
Si 4.097 12.302 9.613 0.03 0.021 0.006
Si 6.815 4.139 9.608 -0.004 0.004 -0.019
Si 9.573 1.384 9.607 -0.014 -0.025 -0.005
Si 6.816 9.571 9.62 -0.004 0.022 0
Si 9.55 6.852 9.614 -0.023 0.004 -0.003
Si 6.831 15.053 9.61 0.013 0.006 -0.014
Si 9.567 12.287 9.616 0.029 -0.022 0.003
Si 12.298 4.105 9.598 0.009 -0.02 -0.002
Si 15.043 1.368 9.615 0.021 -0.013 -0.007
Si 12.285 9.554 9.604 -0.003 0.035 0.004
Si 15.02 6.818 9.592 0.01 0.036 0.008
Si 12.31 15.027 9.614 -0.011 0.017 -0.007
Si 15.025 12.287 9.613 -0.013 -0.007 0.009

Results
total energy: -115452.029 eV
total energy less fixed offsets of O -438.35, Si -107.03 eV per atom: 14.311 eV
